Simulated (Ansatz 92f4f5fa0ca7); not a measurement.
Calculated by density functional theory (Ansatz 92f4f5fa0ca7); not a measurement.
Periodic cell of 228 atoms, Si140O88, from a study of silicon, its oxide and their interface. The atomic structure is a simulated model.

Settings
functional: r2SCAN
potential files: Ansatz PAW
basis: plane waves
wave-function cutoff: 800 eV
density cutoff ratio: 5
exchange-correlation grid ratio: 1
k mesh: 1 x 1 x 1, shifted by 0.5 0.5 0 of a step
self-consistency stop: 1e-10 eV per atom in the density residual
occupations: fixed
spin: none
net charge: 0

Cell vectors (angstrom)
a 10.887 0 0
b 0 10.887 0
c 0 0 32.788

Atoms and the computed forces on them: element, x, y, z (angstrom), force x, y, z (eV/angstrom)
Si 1.1299 4.6082 -8.3942 0.0582 0.0351 0.0216
Si 5.2372 2.6386 3.0972 0.0088 0.0494 0.0556
Si -7.2849 3.5002 1.6079 -0.0792 -0.0012 0.2696
Si 0.0678 8.7311 -7.4211 0.0377 0.0076 -0.0428
Si 8.8955 -1.7811 1.3873 0.0359 -0.0143 0.0591
Si 2.5726 2.9305 -16.5831 -0.2283 0.0431 -0.4679
Si 0.5228 10.1091 -1.9127 -0.0304 -0.0789 0.0734
Si 4.4014 8.3234 -5.9886 0.0749 0.1496 0.0957
Si 0.1047 2.8122 2.554 0.0033 0.0403 0.0248
Si -9.5946 1.4023 -1.3377 0.0463 -0.0655 0.099
Si 2.7417 5.3812 2.7783 -0.0038 -0.0116 -0.0174
Si 5.5352 8.3117 2.8474 0.0458 0.0552 0.0033
Si 8.496 -1.0215 -0.8366 -0.1514 0.0134 0.0292
Si 12.698 1.8726 1.172 -0.0254 0.0441 -0.024
Si 10.193 4.7247 1.3896 -0.0081 0.0105 0.2513
Si 19.0006 7.685 -10.9266 -0.0641 0.0554 0.0445
Si -3.6446 7.3225 1.5974 0.003 0.0194 0.132
Si 2.7725 0.0888 2.5099 0.0426 0.0218 -0.0405
Si 1.0464 6.3902 1.5637 -0.0509 0.0301 0.1252
Si -0.0897 8.1937 2.6007 -0.0348 0.0014 -0.0265
Si 3.7362 7.5224 -3.3037 0.049 0.0488 0.0386
Si 8.0817 0.0348 2.6995 -0.0989 0.009 0.0935
Si 4.7549 10.0752 1.4807 -0.1596 0.0656 0.1709
Si 8.2961 5.519 2.6786 0.0539 -0.0708 -0.087
Si 1.3744 4.0442 4.1393 -0.0407 -0.0004 0.013
Si 3.9172 1.2268 4.3023 0.0487 0.0463 -0.0403
Si 1.3591 9.588 3.8757 0.0238 -0.0322 0.015
Si 4.1169 6.8395 4.0413 0.0238 -0.0056 0.042
Si 6.8327 4.1281 4.0232 -0.0488 0.0291 0.0818
Si 9.5662 1.4253 3.9137 0.0084 -0.0113 0.0307
Si 6.8492 9.6105 4.2436 0.0328 -0.0261 -0.0159
Si 9.567 6.8446 4.1399 0.0111 -0.0058 -0.0288
Si 0.0172 0.0409 5.331 -0.0178 0.0105 0.0434
Si 2.6453 2.7047 5.5577 -0.0098 -0.0346 0.0305
Si 0.0268 5.4413 5.4561 0.02 -0.0004 0.0226
Si 2.6925 8.2027 5.3486 -0.0407 -0.0018 0.0059
Si 5.414 -0.0337 5.5705 -0.0251 -0.0317 0.0381
Si 8.1926 2.7387 5.3723 -0.0187 -0.0623 -0.011
Si 5.4817 5.4811 5.4224 0.029 -0.0286 -0.0007
Si 8.1966 8.1818 5.5005 0.0232 0.0392 0.0192
Si 1.2973 1.3473 6.8584 0.0022 0.0242 -0.0352
Si 4.0867 4.0963 6.784 0.0007 -0.0187 -0.0359
Si 1.3833 6.8189 6.7725 0.0055 0.0246 -0.0319
Si 4.0526 9.4696 6.8459 0.0023 0.0139 -0.034
Si 6.8187 1.3791 6.789 0.0021 -0.0039 -0.021
Si 9.5329 4.087 6.7915 -0.0031 0.0126 -0.0125
Si 6.8194 6.8195 6.8287 0.0191 -0.0073 -0.0226
Si 9.5649 9.5613 6.7746 0.0509 0.0072 -0.0374
Si -0.0406 2.7295 8.2057 0.0133 -0.0013 0.0052
Si 2.7204 -0.0005 8.1726 -0.0066 -0.0083 0.0282
Si -0.0008 8.1568 8.128 -0.0055 0.0142 0.0356
Si 2.7394 5.466 8.1599 -0.0559 -0.0173 -0.0078
Si 5.4282 2.7119 8.1272 0.018 0.0169 0.0447
Si 8.1642 -0.0124 8.1515 -0.0346 -0.0398 -0.0081
Si 5.4288 8.1187 8.2059 0.0272 0.0442 -0.0009
Si 8.1984 5.4608 8.1642 -0.0116 -0.0031 0.0341
Si 1.3539 4.1231 9.5377 0.0048 -0.0368 -0.0022
Si 4.1016 1.353 9.5605 -0.0001 -0.0178 0.0244
Si 1.3655 9.4905 9.4549 0.0095 0.0199 -0.0274
Si 4.0971 6.7612 9.5763 0.0106 -0.0162 0.0332
Si 6.7941 4.0741 9.4179 -0.0027 -0.027 -0.0113
Si 9.4919 1.3375 9.5229 -0.0097 0.031 0.0118
Si 6.8072 9.4856 9.5463 -0.0328 -0.0384 -0.019
Si 9.5463 6.8257 9.5788 -0.0168 0.0094 0.0264
Si 0.0112 -0.0632 10.7901 -0.0071 -0.0332 0.0248
Si 2.7245 2.7631 10.8925 0.001 0.036 -0.0115
Si 0.0204 5.4703 10.9795 -0.0123 -0.0007 -0.0532
Si 2.7008 8.175 10.8428 -0.055 0.0242 0.0261
Si 5.4552 -0.0688 10.9376 0.032 0.005 0.0198
Si 8.0686 2.7094 10.7855 -0.006 0.025 0.0023
Si 5.4941 5.3466 10.8588 0.0048 -0.0142 0.0271
Si 8.1452 8.1455 10.9862 0.0007 0.015 -0.0226
Si 1.3335 1.3307 12.121 -0.107 -0.0082 0.0371
Si 4.1456 4.0483 12.296 0.0092 0.0383 -0.0139
Si 1.4294 6.8779 12.3255 0.0822 0.0423 0.0325
Si 4.0195 9.4746 12.2849 0.0261 -0.064 -0.0297
Si 6.8413 1.3212 12.245 0.0235 0.0189 0.0546
Si 9.4075 4.0433 12.1469 -0.0465 -0.1104 0.0017
Si 6.7986 6.6578 12.3044 -0.0418 -0.0337 0.0459
Si 9.5691 9.5575 12.2705 -0.0054 0.0735 0.0175
Si 2.1158 -3.4694 23.3318 0.0263 0.0435 0.0219
Si -13.6792 -5.6784 13.7249 0.0273 0.1112 -0.0435
Si 0.4103 5.3964 16.0243 0.1477 -0.0322 0.0772
Si 13.6632 -5.6247 15.7281 0.0071 -0.1638 0.1563
Si 5.3978 2.5222 13.6511 0.011 0.0139 0.0213
Si 11.2557 -7.8928 15.3241 0.2647 -0.1535 0.4035
Si 4.9964 7.6492 13.4658 -0.0607 -0.0235 -0.1078
Si 9.7003 6.5943 14.7357 -0.0397 -0.0315 -0.0262
Si 10.3844 4.2499 20.0468 0.0671 0.0209 -0.0679
Si 0.0431 -2.607 13.6838 -0.1698 -0.0133 -0.0885
Si -10.9453 0.9179 16.4571 0.0886 0.0489 -0.269
Si 3.2602 5.8929 13.5038 0.0545 0.0142 -0.1156
Si 6.8961 3.4971 15.1483 0.0117 -0.0713 -0.1782
Si 17.2075 -0.0569 17.8928 -0.2898 -0.0192 -0.0474
Si 3.9376 12.1401 15.0678 0.0119 0.0425 0.1677
Si 1.1637 9.8814 15.1058 0.088 -0.0609 -0.2174
Si -2.1824 0.5077 13.5039 0.0485 -0.0038 -0.203
Si 8.5559 0.8651 15.8573 0.0416 0.0532 -0.0307
Si -10.8507 7.6932 18.0978 0.0256 -0.1354 -0.1455
Si -2.4065 7.3042 16.5413 0.0798 -0.1102 -0.1373
Si 5.9545 -7.7916 17.9978 0.0259 -0.0839 -0.0634
Si 5.6143 -7.7667 22.6832 -0.0156 -0.0166 0.0075
Si 3.6731 12.1159 27.5105 0.0711 -0.0253 -0.0911
Si 3.0372 2.6369 29.2732 -0.0348 -0.0348 -0.0868
Si 1.3327 -14.4055 31.5139 0.0346 -0.069 0.0777
Si -1.3138 1.4811 27.1282 -0.0109 -0.0058 -0.0183
Si 18.1274 -5.4539 23.452 -0.0015 0.0264 -0.0294
Si -17.2729 -22.4089 16.488 0.0367 -0.0314 0.1271
Si -8.494 1.9181 20.7084 0.1003 -0.034 0.0238
Si -7.1366 3.243 25.2089 0.0946 0.0283 -0.1065
Si 25.7243 6.9402 16.9005 0.0833 -0.146 -0.149
Si 1.0121 21.1834 27.8055 -0.0481 -0.0602 -0.087
Si 4.8663 0.4162 21.9268 -0.0459 -0.0077 0.0129
Si 31.2994 16.8339 25.5474 0.0055 0.0575 -0.0486
Si 16.3954 8.2249 15.6842 -0.1049 -0.1243 0.1404
Si 5.5838 20.2049 31.3687 -0.0339 0.0142 0.0499
Si -8.3633 8.8554 16.7706 0.0477 0.2848 -0.0868
Si 5.428 -26.9373 25.8406 0.021 -0.1046 -0.1413
Si -4.0697 -10.3251 28.0731 0.049 -0.0034 -0.0271
Si 16.9198 13.8426 32.9143 -0.0287 -0.0311 -0.0394
Si 15.0333 -17.5274 20.1939 0.0338 -0.0894 0.062
Si 7.1512 16.662 27.4099 0.0389 -0.0519 -0.0325
Si 11.0497 -25.6968 21.0787 -0.0161 0.0338 -0.014
Si -17.2551 31.0433 24.0547 0.1836 0.0769 -0.0439
Si -4.2257 8.614 27.2647 -0.1561 0.0774 0.0084
Si 6.2588 12.0235 34.4402 0.0162 -0.0104 0.0672
Si 16.1672 4.9139 29.512 -0.009 0.039 -0.0121
Si -0.9994 5.3959 31.1765 0.0156 -0.0649 0.1415
Si 0.0507 3.1967 29.3272 -0.0608 -0.0009 -0.0052
Si 7.7646 5.2056 18.6925 0.0374 -0.0599 -0.0799
Si -14.7339 9.4447 24.2932 -0.1496 -0.0661 -0.1079
Si -4.1933 1.0353 30.9026 -0.0355 0.0036 0.1057
Si 20.2918 -10.3833 24.3853 -0.0495 -0.058 0.0086
Si 6.9667 5.5148 32.0158 0.0309 0.0768 0.0734
Si -8.2793 0.0172 13.5774 0.016 0.1052 0.0287
Si 10.4236 2.2885 13.2746 -0.0232 -0.0328 -0.0532
Si -5.9109 6.723 19.0364 -0.0131 0.1604 0.047
Si 22.8805 2.2601 18.0682 -0.0516 0.1414 -0.1519
Si 10.809 2.4313 22.3855 0.0699 -0.0164 -0.0111
Si 6.3414 -1.5448 19.9047 0.1071 0.0322 -0.0381
O -5.1405 5.2891 -1.7862 -0.0048 -0.0169 0.0006
O 16.8773 5.987 -8.4592 -0.044 0.0111 0.0489
O -4.9626 3.7114 -16.3115 -0.0491 0.0231 0.0926
O 34.4875 1.4338 -13.5134 -0.0433 -0.04 0.0086
O -9.6558 -13.4973 -8.4273 -0.021 -0.0038 0.0124
O -16.9975 9.3663 -0.0126 0.0609 -0.0267 -0.0737
O -16.0449 -11.5589 -11.6647 -0.0169 -0.0087 0.0185
O 12.1541 -13.0595 -14.951 0.0073 -0.031 0.0103
O 9.4859 -24.4597 -15.3003 0.0036 0.0279 0.0261
O 16.3898 10.8318 -1.9967 -0.0276 0.0064 -0.0226
O -11.6359 -17.25 -0.2569 0.0129 0.0052 -0.1484
O -2.9151 22.9342 -5.6746 -0.025 0.0079 0.0123
O 29.0024 1.3126 -3.3577 0.0349 -0.0079 -0.0029
O -33.2689 -17.2089 -2.9287 0.0076 -0.02 -0.0462
O 16.7985 34.2328 -10.4319 0.0541 0.0501 0.0157
O 10.235 -11.7393 24.7303 0.0435 0.0109 0.0044
O 20.8954 -8.1546 28.0705 0.0161 0.0263 0.0203
O 22.9601 8.9524 31.81 0.0106 0.0595 -0.0379
O -14.6684 4.1961 32.984 -0.0124 -0.0214 -0.0439
O -16.5357 -31.9473 27.7015 -0.0263 -0.0029 -0.013
O 3.7421 23.6257 26.0089 -0.0243 0.0058 0.0146
O -6.6014 17.7372 26.1033 -0.0234 0.0461 0.0062
O -3.6952 8.9845 31.4431 0.0049 -0.0376 0.0095
O -3.2699 -2.3836 20.5317 0.0588 -0.0854 0.0049
O 7.8344 21.7923 24.2827 -0.0166 0.0118 0.0134
O -3.8152 -2.8135 16.2566 0.0198 0.0935 -0.0588
O -16.5955 -35.2879 19.5208 -0.0341 -0.0595 0.0308
O 4.6516 3.6804 18.7553 0.0425 -0.0112 -0.0078
O 26.201 6.1675 28.9497 -0.0059 -0.0431 0.0035
O -10.5447 3.6432 23.3676 -0.0175 0.0006 -0.0295
O 2.4288 11.043 27.5052 0.015 0.0358 0.0247
O -2.5639 16.6705 31.1816 -0.0214 0.0193 -0.0198
O 11.8994 9.8113 29.3518 0.015 -0.0104 0.0033
O -1.8135 16.0133 19.6313 -0.02 0.0347 -0.0041
O 37.4706 -2.5778 30.3994 -0.0067 -0.0356 -0.0411
O 15.2458 3.1237 23.7116 -0.0356 -0.0047 0.0382
O 4.0044 9.3881 25.6169 -0.0528 0.0034 0
O -13.8975 0.511 31.8924 0.1186 -0.0553 -0.0153
O 0.3013 -15.5894 17.5059 -0.0107 0.1947 0.102
O -14.5161 7.2946 28.0001 0.0798 -0.039 0.0736
O -19.3621 18.0443 30.3283 -0.0316 -0.0108 0.011
O -9.5964 -9.1643 21.8592 -0.0591 0.0162 0.0339
O 14.3279 8.3803 28.1261 -0.081 -0.0112 0.0352
O 10.9703 13.0718 30.6198 0.0979 0.0203 -0.0066
O -15.1541 6.7824 32.952 0.0006 -0.1036 -0.0775
O 12.6731 17.5431 32.8892 0.0239 0.0134 -0.1493
O 15.5851 -17.4876 25.9992 0.0297 -0.0161 0.0501
O 6.9516 -7.0376 23.2285 0.0239 0.0068 0.0247
O 20.6646 -9.2665 25.5244 0.0268 0.0092 0.0016
O 47.5531 -15.921 20.0338 -0.0459 0.0458 0.0037
O 8.1731 16.7547 17.2733 -0.0716 -0.0396 0.1146
O 32.6953 26.9193 25.4563 0.0064 -0.0209 0.0186
O 0.2271 14.3739 18.7834 -0.0363 -0.0134 0.0289
O 1.6147 -7.5039 28.882 0.0552 0.0272 -0.0154
O 17.357 -15.7211 19.1689 -0.0629 0.0078 -0.0111
O 6.1084 2.4322 31.3908 0.0182 0.0806 -0.1023
O 10.5631 -21.4575 27.6568 0.0108 0.0242 0.0238
O -2.8748 -19.3444 15.7319 -0.0873 -0.0652 0.0506
O -14.1472 32.6738 16.9008 0.0414 0.0033 0.0029
O -11.8737 -3.3643 25.6091 -0.0887 -0.0088 0.0234
O 11.6793 -12.6973 26.7752 0.0132 0.0206 0.0543
O -14.4671 6.2769 22.067 0.0046 -0.0156 -0.0258
O 7.8027 8.5734 23.1687 0.0721 -0.006 -0.0139
O 17.9638 9.8579 28.2082 0.0207 0.0267 0.0331
O 36.8192 -0.2696 23.2123 -0.0482 -0.0022 0.0052
O 46.3163 25.2752 20.5848 -0.0278 0.046 -0.0096
O 24.466 45.3393 30.6512 -0.049 0.0522 0.0161
O 14.6006 -9.834 21.0055 -0.0686 0.0343 -0.0289
O -0.9955 -9.6235 23.0345 0.0039 0.0067 -0.0452
O 4.546 25.4102 33.05 0.0439 -0.0616 -0.106
O -19.8146 16.7259 23.7165 -0.018 -0.0249 -0.0176
O -14.4386 25.4272 18.6111 0.0045 -0.006 0.0103
O 32.6004 -3.1894 19.6809 -0.0092 0.0317 0.0176
O 13.1128 -7.153 25.1758 -0.0352 -0.0387 0.022
O 5.9579 1.5055 18.2512 0.1011 0.0443 0.0206
O -11.0031 -4.1353 31.1327 -0.0045 0.0598 -0.0143
O -2.2492 -5.2634 24.2296 0.0197 -0.0102 0.0163
O 34.1198 7.5495 21.8512 -0.0092 0.0122 -0.0271
O 25.4133 -24.6299 23.3755 -0.0092 -0.034 0.0123
O 29.0805 30.5636 25.77 0.0206 0.0244 0.0626
O -21.3719 -27.2839 20.7988 -0.0149 -0.0416 -0.0147
O -0.8666 -7.7955 21.1255 -0.0068 -0.0226 0.0146
O 4.2733 -29.0037 29.5111 -0.0526 0.0122 0.0534
O -2.2443 5.4453 26.8258 -0.0125 -0.0324 0.0211
O -16.5507 -6.9698 21.34 -0.003 0.0368 -0.0364
O 6.608 -17.0253 28.5718 0.0522 -0.0159 0.0236
O -11.9899 -0.9926 30.9607 0.0264 0.0238 -0.0372
O 9.69 -3.5608 21.8909 0.0485 -0.0105 0.0003

Results
free energy: -139731.779 eV
free energy less fixed offsets of O -570.45, Si -639.56 eV per atom: 6.221 eV

The program warned: the cutoff lies below the one the program advises for these potential files; the forces do not sum to zero within the program's tolerance; empty levels may hold ghost states of the PAW files; the exchange-correlation potential is rough where the density is thin.
